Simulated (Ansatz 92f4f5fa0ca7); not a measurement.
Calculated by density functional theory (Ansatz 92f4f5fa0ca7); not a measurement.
Periodic cell of 226 atoms, Si133O92P1, from a study of silicon, its oxide and their interface. The atomic structure is a simulated model.
Doubt: the cutoff is far below the 930 eV that the study's wrapper takes by default for these files, so forces and energies are approximate.

Settings
functional: PBE
potential files: Ansatz PAW
basis: plane waves
wave-function cutoff: 580 eV
density cutoff ratio: 5
exchange-correlation grid ratio: 1
k mesh: 1 x 1 x 1, Gamma-centred
self-consistency stop: 5e-08 eV per atom in the density residual
occupations: fixed
spin: none
net charge: +1 e, with a uniform compensating background and no finite-size correction

Cell vectors (angstrom)
a, 10.938, 0, 0
b, 0, 10.938, 0
c, 0, 0, 31.9494

Atoms: element, x, y, z (angstrom)
Si, 10.6276, 0.0059, 24.4268
Si, 5.0781, 0.1332, 24.6691
Si, 2.8215, 2.2999, 24.5418
Si, 8.5714, 2.444, 24.5732
Si, 10.712, 5.5975, 24.343
Si, 5.1602, 5.6205, 24.4611
Si, 2.9892, 7.9619, 24.4138
Si, 8.4177, 7.8409, 24.4265
Si, 1.2951, 1.1314, 25.8504
Si, 6.8165, 1.3328, 25.753
Si, 3.9865, 4.0159, 25.7434
Si, 9.6905, 4.0288, 25.8616
Si, 1.3411, 6.7989, 25.6831
Si, 6.8064, 6.7272, 25.7599
Si, 4.0007, 9.4771, 25.9649
Si, 9.4851, 9.4452, 25.8132
Si, 2.6331, -0.1328, 27.3147
Si, 8.1459, -0.0623, 27.1579
Si, 0.0858, 2.6608, 27.2231
Si, 5.4569, 2.7309, 27.1225
Si, 2.671, 5.4223, 27.123
Si, 8.1967, 5.3781, 27.1474
Si, 0.019, 8.1608, 27.144
Si, 5.5136, 8.1486, 27.1924
Si, 4.0939, 1.341, 28.5067
Si, 9.5452, 1.3197, 28.5124
Si, 1.4028, 4.0702, 28.5876
Si, 6.811, 4.0681, 28.5382
Si, 4.0817, 6.7757, 28.4942
Si, 9.5652, 6.7892, 28.487
Si, 1.281, 9.474, 28.6668
Si, 6.8288, 9.5412, 28.5846
Si, -0.0508, -0.0198, 29.9487
Si, 5.4522, -0.0084, 29.9118
Si, 2.7772, 2.7219, 29.9228
Si, 8.1842, 2.706, 29.8861
Si, -0.0195, 5.4407, 29.8994
Si, 5.4518, 5.4478, 29.9019
Si, 2.7374, 8.145, 29.9254
Si, 8.2252, 8.1802, 29.9005
Si, 1.3674, 1.3739, 31.2678
Si, 6.8271, 1.372, 31.2751
Si, 4.1176, 4.0866, 31.3026
Si, 9.5459, 4.0847, 31.2607
Si, 1.355, 6.8059, 31.2823
Si, 6.8232, 6.8451, 31.2578
Si, 4.0893, 9.561, 31.2779
Si, 9.5447, 9.5536, 31.3138
Si, 2.7385, 0.0178, 0.6914
Si, 8.1973, 0.0331, 0.6979
Si, 0.0019, 2.7547, 0.687
Si, 5.496, 2.749, 0.7277
Si, 2.7325, 5.4667, 0.6972
Si, 8.2033, 5.4907, 0.6689
Si, 0.0158, 8.2065, 0.7163
Si, 5.4788, 8.2266, 0.7052
Si, 4.105, 1.3876, 2.0779
Si, 9.6118, 1.3721, 2.0598
Si, 1.3526, 4.1289, 2.0634
Si, 6.8472, 4.1765, 2.0645
Si, 4.088, 6.8535, 2.0494
Si, 9.5516, 6.8517, 2.0644
Si, 1.3744, 9.6163, 2.0653
Si, 6.8368, 9.6383, 2.061
Si, 0.0249, 0.0256, 3.4777
Si, 5.4835, 0.0473, 3.4707
Si, 2.7112, 2.7766, 3.4007
Si, 8.2482, 2.79, 3.3527
Si, 0.0212, 5.5305, 3.4646
Si, 5.4567, 5.5328, 3.4343
Si, 2.7206, 8.2336, 3.3987
Si, 8.2429, 8.3114, 3.3782
Si, 1.3755, 1.4467, 4.8107
Si, 6.9084, 1.4802, 4.7615
Si, 4.0541, 4.1554, 4.7594
P, 9.5893, 4.0932, 4.7329
Si, 1.3518, 6.9715, 4.8648
Si, 6.8381, 6.9939, 4.7036
Si, 4.087, 9.5737, 4.7898
Si, 9.6237, 9.5732, 4.8378
Si, 2.7551, 0.0452, 6.136
Si, 8.3016, 0.1062, 6.0853
Si, -0.003, 2.8132, 6.2204
Si, 5.5003, 2.8446, 6.0774
Si, 2.7644, 5.5971, 6.1314
Si, 8.2792, 5.5981, 5.9028
Si, 0.0426, 8.3129, 6.3719
Si, 5.5053, 8.2988, 6.2163
Si, 4.4237, 1.1754, 7.3309
Si, 9.7991, 1.1589, 7.5951
Si, 1.1673, 4.5033, 7.4514
Si, 6.6691, 4.5309, 7.2166
Si, 4.3421, 6.7015, 7.5323
Si, 9.7424, 6.6047, 7.4781
Si, 1.2827, 9.9494, 7.6898
Si, 6.7275, 9.9572, 7.4027
O, 9.5916, 1.2499, 23.9902
O, 4.1128, 6.8162, 23.9562
O, 4.0137, 1.2493, 24.0372
O, 9.54, 6.7121, 23.9081
O, -0.0381, 5.5191, 8.0047
O, 5.5831, 0.1238, 7.8939
O, 0.0998, 0.1432, 8.1087
O, 5.585, 5.6295, 7.8376
O, 7.6411, 3.9654, 8.3985
O, 8.7131, 7.0384, 8.7205
O, 2.1758, 9.4437, 9.0278
O, 8.9029, 1.6808, 8.9091
O, 7.6195, 9.4709, 8.706
O, 3.6241, 1.7734, 8.6308
O, 3.593, 7.2093, 8.9391
O, 2.0354, 3.9358, 8.7472
O, 8.1415, 3.5001, 23.3706
O, 0.4541, 4.9471, 22.9569
O, 1.9042, 2.7582, 23.2532
O, 5.8319, 4.9175, 23.1244
O, 5.533, 10.0084, 23.5013
O, 2.4462, 8.6963, 23.0274
O, 0.1941, 10.0799, 23.0881
O, 7.7914, 8.5849, 23.0812
Si, 8.6598, 7.7031, 18.4444
Si, 8.7842, 6.3525, 13.6291
Si, 3.7959, 1.5392, 14.7303
Si, 2.1379, 5.7548, 17.6274
Si, 2.4189, 3.1519, 19.4954
Si, 9.8133, 9.0189, 12.0674
Si, 1.3352, 9.429, 22.0816
Si, 9.1734, 0.9518, 13.1872
Si, 1.4212, 5.0523, 13.0274
Si, 1.7944, 8.2507, 12.8107
Si, 6.6588, 9.5651, 22.4295
Si, 4.5278, 4.6005, 15.7073
Si, 8.2164, 3.0231, 9.5662
Si, 0.8427, 8.2548, 19.2644
Si, 6.958, 1.3597, 21.0939
Si, 8.2239, 8.2945, 9.6583
Si, 10.8908, 5.2077, 15.6077
Si, 7.5678, 9.5, 16.3197
Si, 9.9376, 2.0681, 20.3019
Si, 3.218, 8.5016, 9.9075
Si, 6.6963, 3.3562, 17.4136
Si, 1.1706, 0.2177, 19.8069
Si, 3.2285, 2.8169, 12.2895
Si, 7.2184, 5.4008, 19.6914
Si, 5.7489, 8.6583, 11.5366
Si, 5.782, 6.0634, 13.1901
Si, 4.633, 9.7097, 17.627
Si, 1.0262, 3.6106, 22.1811
Si, 4.901, 1.4911, 18.8035
Si, 3.1751, 3.0588, 9.5036
Si, 6.4503, 10.8115, 13.7853
Si, 10.3472, 0.1163, 15.9704
Si, 5.6444, 3.6586, 11.1257
Si, 9.8412, 3.8904, 11.9061
Si, 2.3417, 9.9233, 15.5442
Si, 6.078, 8.1302, 19.805
Si, 6.9381, 3.9807, 22.3838
Si, 9.7576, 2.7821, 17.3671
O, 7.1926, 6.3677, 13.9637
O, 1.8829, 7.0669, 18.6763
O, 10.294, 4.041, 16.5294
O, 6.1651, 9.9611, 17.0547
O, 10.1433, 0.6869, 14.4613
O, 8.447, 6.1219, 18.8639
O, 5.1706, 0.6833, 14.4221
O, 5.7212, 2.0612, 17.5234
O, 8.3524, 1.9562, 20.5528
O, 1.9938, 4.3087, 18.4082
O, 6.9478, 2.8137, 10.5968
O, 4.8627, 2.7009, 12.1899
O, 6.0298, 4.3992, 16.3491
O, 4.5334, 3.9237, 9.9168
O, 10.6943, 2.7873, 21.5586
O, 9.7216, 6.1588, 14.9657
O, 6.0092, 6.4942, 19.8466
O, 4.0857, 0.177, 18.2834
O, 9.2601, 10.5443, 12.2562
O, 2.8543, 4.3603, 12.7034
O, 1.9189, 10.7095, 21.2121
O, 3.9965, 2.7299, 19.3841
O, 0.7292, 10.0434, 15.9644
O, 1.2766, 9.8126, 18.8378
O, 1.7155, 1.6725, 19.2752
O, 8.938, 10.3924, 16.5022
O, 4.8737, 8.5887, 18.7969
O, 9.5726, 8.7246, 10.4766
O, 6.7446, 4.0946, 18.862
O, 2.8424, 1.724, 13.4043
O, 5.8343, 8.7809, 21.269
O, 2.5175, 2.4558, 10.8739
O, 7.6184, 4.8574, 21.1791
O, 5.2073, 7.4708, 12.5481
O, 0.4315, 9.0595, 12.4851
O, 7.5813, 1.0471, 13.5639
O, 7.1085, 9.632, 14.747
O, 8.9773, 5.0219, 12.6983
O, 8.0928, 8.0383, 16.9149
O, 6.2201, 2.5808, 21.9078
O, 2.4519, 9.0663, 14.1076
O, 0.4236, 4.4844, 11.8659
O, 0.8182, 8.3254, 20.9367
O, 9.3857, 3.8256, 10.3515
O, 9.6573, 2.3762, 12.5304
O, 7.6222, 8.5697, 19.3946
O, 2.5563, 8.1612, 11.3635
O, 3.9836, 3.0559, 15.3762
O, 0.8361, 4.4881, 14.4407
O, 10.0606, 3.002, 18.9578
O, 9.1423, 7.7982, 12.9416
O, 10.5186, 0.5462, 20.0853
O, 6.0188, 5.0369, 11.9178
O, 8.1564, 2.7554, 17.0208
O, 3.5341, 5.4814, 16.7249
O, 4.6687, 9.1249, 10.3787
O, 1.5293, 6.6732, 13.1801
O, 4.7602, 5.4826, 14.3376
O, 2.053, 3.8612, 20.9272
O, 10.5472, 1.415, 16.9417
O, 0.9484, 6.0777, 16.5524
O, 7.3476, 10.9583, 21.932
O, 5.9366, 0.9233, 19.9197
O, 6.0716, 10.0145, 12.4019
O, 2.8476, 0.5452, 15.5977
O, 7.0514, 7.9965, 10.768
O, 10.2451, 8.0231, 18.6928
O, 3.445, 9.2016, 16.5794

Results
free energy: -137633.670 eV
free energy less fixed offsets of O -568.88, P -755.39, Si -635.61 eV per atom: -5.190 eV

Forces (eV/angstrom), in the order of the atoms: element, x, y, z
Si, 0.031, -0.008, -0.23
Si, -0.0011, -0.0162, -0.169
Si, -0.0307, 0.0067, -0.2158
Si, -0.0087, 0.0095, -0.194
Si, -0.0101, -0.0314, -0.1994
Si, 0.0041, -0.0082, -0.2278
Si, -0.0073, 0.0326, -0.1888
Si, -0.011, 0.0018, -0.215
Si, 0.0017, -0.004, 0.0621
Si, 0.0297, 0.0057, -0.0025
Si, 0.0006, 0.0102, 0.0085
Si, 0.0298, 0.0264, 0.0445
Si, 0.0288, 0.0195, -0.0076
Si, 0.0073, 0.0198, 0.0504
Si, 0, -0.0178, 0.0493
Si, 0.0149, 0.0139, 0.0128
Si, -0.03, -0.0065, 0.0025
Si, -0.0778, -0.0339, -0.0128
Si, 0.0222, -0.0092, 0.0075
Si, 0.0093, 0.0021, -0.0225
Si, -0.0419, -0.045, -0.0403
Si, -0.0374, -0.0129, -0.0378
Si, -0.0222, -0.004, -0.027
Si, 0.0108, 0.0025, -0.0077
Si, -0.0578, -0.072, 0.0425
Si, 0.031, 0.0425, 0.0434
Si, -0.1089, 0.0277, -0.0875
Si, -0.012, 0.0016, -0.0243
Si, 0.0127, 0.0947, 0.0641
Si, -0.0343, 0.0121, 0.082
Si, 0.113, 0.1019, -0.2083
Si, -0.019, 0.0193, -0.0893
Si, 0.0069, 0.0661, 0.0393
Si, -0.0069, 0.0139, 0.0058
Si, 0.023, -0.1174, 0.0006
Si, 0.0374, -0.0274, -0.0174
Si, 0.0526, 0.0164, -0.0109
Si, 0.0065, 0.0386, 0.0052
Si, 0.0709, -0.0756, 0.0215
Si, 0.0008, -0.0493, -0.0182
Si, 0.006, -0.0012, -0.0372
Si, -0.0297, 0.0032, -0.0292
Si, 0.0024, 0.0352, 0.0137
Si, -0.0128, -0.0109, -0.0245
Si, -0.035, 0.0142, -0.0099
Si, -0.0086, 0.0156, -0.0309
Si, -0.015, 0.011, -0.0208
Si, 0.0058, -0.0221, 0.0241
Si, 0.0464, 0.0105, -0.0245
Si, -0.0295, -0.0031, -0.0257
Si, 0.0231, -0.0224, -0.0578
Si, 0.0027, -0.0675, 0.001
Si, 0.0162, 0.0212, -0.0327
Si, -0.0104, 0.0126, -0.0411
Si, 0.0775, 0.0124, -0.0213
Si, 0.0037, 0.0067, -0.0303
Si, 0.0143, 0.0084, -0.0185
Si, 0.0459, -0.0296, -0.0293
Si, -0.0677, 0.0516, 0.0077
Si, -0.0574, 0.0315, -0.016
Si, -0.0188, 0.0534, -0.0515
Si, 0.0336, -0.0031, 0.0229
Si, -0.0702, -0.0111, -0.0207
Si, -0.1053, 0.06, -0.0325
Si, 0.0169, 0.0018, -0.0938
Si, -0.0048, -0.0002, -0.1023
Si, 0.1271, -0.0565, 0.032
Si, -0.1102, -0.0989, -0.0657
Si, -0.0315, -0.0366, -0.074
Si, 0.0512, -0.0314, -0.0211
Si, 0.0581, 0.0102, 0.0189
Si, -0.0481, -0.1437, 0.0711
Si, -0.0007, 0.0304, -0.005
Si, 0.0522, 0.0681, -0.0568
Si, -0.0041, -0.0409, -0.0468
P, 0.045, 0.1044, 0.1058
Si, 0.0391, 0.0051, -0.0208
Si, 0.0149, 0.059, -0.1065
Si, 0.0107, -0.0512, 0.0083
Si, 0.0055, -0.0056, 0.0128
Si, 0.0019, -0.0198, 0.0082
Si, -0.0379, 0.032, 0.0502
Si, 0.0427, -0.071, 0.2532
Si, 0.0078, -0.03, 0.0184
Si, 0.0104, -0.0107, 0.079
Si, -0.0391, -0.0193, 0.1776
Si, -0.0118, 0.0327, 0.0556
Si, 0.0018, 0.0139, 0.0365
Si, 0.0299, 0.013, 0.2709
Si, -0.0863, -0.0152, 0.2254
Si, 0.1809, 0.0111, 0.373
Si, -0.0754, -0.0518, 0.2204
Si, -0.054, 0.0729, 0.2536
Si, -0.0266, 0.0848, 0.3488
Si, 0.1136, 0.0047, 0.3086
Si, 0.0207, -0.0129, 0.2359
O, -0.0266, -0.0059, 0.1059
O, -0.0078, -0.031, 0.092
O, 0.0042, -0.0027, 0.1037
O, 0.0117, -0.0117, 0.0896
O, -0.021, 0.0436, -0.1541
O, -0.04, -0.0043, -0.1203
O, -0.0249, -0.0047, -0.096
O, 0.0066, -0.0213, -0.0557
O, -0.0683, 0.1568, -0.3486
O, 0.1282, -0.2072, -0.3957
O, -0.1722, 0.1282, -0.3456
O, 0.1126, -0.0891, -0.2929
O, -0.0608, 0.0613, -0.2773
O, 0.0314, -0.0694, -0.254
O, 0.0905, -0.1172, -0.3085
O, -0.21, 0.0831, -0.3267
O, 0.1017, -0.0847, 0.2417
O, -0.0726, 0.1025, 0.2407
O, 0.1084, -0.0895, 0.2666
O, -0.0932, 0.0845, 0.2315
O, -0.123, 0.0812, 0.274
O, 0.0822, -0.0824, 0.2477
O, -0.0872, 0.0715, 0.259
O, 0.0889, -0.0934, 0.2314
Si, 0.0135, -0.0021, -0.0427
Si, 0.0174, -0.0082, 0.1952
Si, 0.0076, -0.0066, 0.161
Si, 0.0053, 0.0058, -0.0041
Si, 0.0334, -0.0178, -0.1626
Si, 0.0179, 0.0384, 0.367
Si, -0.009, 0.0009, -0.3853
Si, -0.001, -0.0186, 0.2279
Si, -0.0122, 0.0142, 0.214
Si, -0.0395, 0.0052, 0.3341
Si, -0.0119, 0.0188, -0.3666
Si, 0.0017, -0.011, 0.1303
Si, -0.0222, 0.0533, 0.6056
Si, -0.0069, -0.0367, -0.1547
Si, -0.0092, 0.0041, -0.2385
Si, -0.0158, 0.1448, 0.5671
Si, -0.0018, -0.0143, 0.1383
Si, 0.0121, -0.0003, 0.0823
Si, -0.0089, -0.0278, -0.1983
Si, 0.0842, 0.0183, 0.5284
Si, 0.0128, -0.0197, -0.0208
Si, -0.0171, 0.0132, -0.1549
Si, -0.0002, 0.009, 0.3526
Si, -0.0107, 0.0287, -0.1873
Si, -0.0111, 0.0494, 0.3844
Si, -0.0103, -0.0136, 0.2701
Si, 0.0077, 0.009, -0.017
Si, -0.0232, -0.0589, -0.3861
Si, -0.0263, 0.0011, -0.0858
Si, 0.1472, -0.0172, 0.5218
Si, 0.016, 0.0279, 0.2185
Si, -0.0006, -0.0107, 0.096
Si, -0.0103, 0.0628, 0.3774
Si, 0.0618, 0.0154, 0.3952
Si, -0.0015, 0.0232, 0.1242
Si, 0.0081, -0.0349, -0.191
Si, -0.004, -0.0347, -0.3525
Si, -0.0215, -0.0174, -0.03
O, -0.0196, 0.0005, -0.076
O, -0.0114, 0.0181, 0.0306
O, 0.0133, 0.029, -0.0351
O, 0.0069, -0.0016, -0.0177
O, -0.0314, 0.0213, -0.1282
O, -0.0119, -0.0162, 0.0372
O, 0.025, -0.0152, -0.0647
O, -0.0081, -0.0057, 0.0176
O, -0.0374, -0.0066, 0.0799
O, 0.0005, -0.0276, 0.0394
O, 0.1148, -0.0296, -0.2155
O, 0.0349, 0.0302, -0.1595
O, -0.0186, 0.0111, -0.0304
O, -0.1243, -0.0046, -0.2539
O, 0.0585, 0.0566, 0.159
O, -0.0422, 0.0206, -0.0947
O, -0.0006, -0.0021, 0.0538
O, -0.0007, 0.0053, 0.0172
O, 0.0118, -0.0813, -0.1247
O, 0.0324, -0.0421, -0.0986
O, 0.0025, -0.0548, 0.1653
O, -0.0116, 0.0063, 0.0429
O, 0.0177, -0.0075, -0.0297
O, 0.0018, 0.0125, 0.0567
O, -0.0103, -0.0099, 0.0504
O, 0.0023, 0.0027, -0.0307
O, 0.0194, -0.0111, 0.0523
O, -0.0953, -0.0757, -0.3201
O, 0.0107, 0.0217, 0.0584
O, -0.0162, 0.0364, -0.1516
O, 0.0244, 0.0594, 0.1959
O, -0.0202, 0.0257, -0.3233
O, -0.0156, -0.063, 0.1947
O, 0.0034, 0.0684, -0.1428
O, -0.0194, 0.0033, -0.1034
O, 0.0199, 0.0078, -0.0752
O, -0.0251, 0.0224, -0.1043
O, 0.0171, -0.0749, -0.1335
O, -0.0001, -0.0022, -0.0034
O, 0.0008, 0.0565, 0.1237
O, -0.0118, -0.0607, -0.1526
O, -0.0461, -0.0311, -0.1312
O, 0.0195, 0.042, 0.1822
O, -0.0988, -0.0537, -0.3087
O, 0.0082, 0.0841, -0.1432
O, -0.0295, 0.0103, 0.0528
O, 0.087, 0.0241, -0.3208
O, -0.0083, -0.0246, -0.0612
O, 0.032, 0.0021, -0.1205
O, 0.003, -0.0151, 0.0812
O, 0.0203, 0.0653, -0.1294
O, -0.0064, 0.0056, 0.0594
O, 0.0026, -0.0872, -0.1771
O, -0.001, 0.0001, -0.0014
O, 0.0114, -0.0117, -0.0339
O, -0.093, -0.0041, -0.2089
O, 0.0154, 0.0308, -0.0833
O, 0.0369, 0.0438, -0.1301
O, -0.0542, 0.023, 0.183
O, 0.0047, -0.0076, -0.0127
O, -0.0137, -0.0059, -0.0311
O, -0.0059, -0.0743, 0.1393
O, 0.0496, -0.0075, 0.1051
O, -0.0302, -0.1031, -0.1926
O, 0.0129, 0.0203, -0.0512
O, 0.1189, -0.0303, -0.2525
O, 0.0218, 0.0075, 0.0284
O, -0.0184, -0.0004, -0.0315

The program warned: the cutoff lies below the one the program advises for these potential files; the forces do not sum to zero within the program's tolerance; the exchange-correlation potential is rough where the density is thin.
